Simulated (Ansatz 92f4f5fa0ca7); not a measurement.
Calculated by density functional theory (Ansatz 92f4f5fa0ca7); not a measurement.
Periodic cell of 215 atoms, Si131O82As2, from a study of silicon, its oxide and their interface. The atomic structure is a simulated model.
Doubt: the cutoff is far below the 930 eV that the study's wrapper takes by default for these files, so forces and energies are approximate.

Settings
functional: PBE
potential files: Ansatz PAW
basis: plane waves
wave-function cutoff: 580 eV
density cutoff ratio: 5
exchange-correlation grid ratio: 1
k mesh: 1 x 1 x 1, Gamma-centred
self-consistency stop: 5e-08 eV per atom in the density residual
occupations: fixed
spin: none
net charge: 0

Cell vectors (angstrom)
a, 10.938, 0, 0
b, 0, 10.938, 0
c, 0, 0, 31.5432

Atoms: element, x, y, z (angstrom)
Si, 10.4506, 0.5445, 24.3359
Si, 6.0459, 10.4797, 24.1406
Si, 2.1459, 3.2185, 24.0716
Si, 8.7121, 2.2253, 24.2834
Si, 0.5074, 5.0203, 24.1535
Si, 5.0645, 5.869, 24.1857
Si, 3.3997, 7.62, 24.1579
Si, 7.8378, 8.8048, 23.9822
Si, 1.3474, 1.4643, 25.4563
Si, 6.9204, 1.2871, 25.4789
Si, 4.0308, 4.0855, 25.3233
Si, 9.664, 4.0741, 25.4004
Si, 1.4928, 6.7941, 25.3535
Si, 6.8994, 6.9322, 25.2391
Si, 4.227, 9.5139, 25.3293
Si, 9.5279, 9.6236, 25.4349
Si, 2.7857, -0.0106, 26.6417
Si, 8.2214, -0.0298, 26.9286
Si, 0.0147, 2.7628, 26.9036
Si, 5.4576, 2.7212, 26.6602
Si, 2.7591, 5.4332, 26.825
Si, 8.2315, 5.5065, 26.6227
Si, 0.0438, 8.1932, 26.6472
Si, 5.5494, 8.1901, 26.7832
Si, 4.1161, 1.356, 28.0703
Si, 9.5848, 1.3737, 28.2206
Si, 1.3848, 4.1241, 28.2175
Si, 6.8406, 4.1239, 28.0235
Si, 4.1457, 6.8263, 28.1322
Si, 9.5974, 6.8387, 28.0531
Si, 1.3981, 9.5717, 28.0449
Si, 6.8358, 9.544, 28.2164
Si, 0.0349, -0.0247, 29.4949
Si, 5.4542, 0.0095, 29.5021
Si, 2.7578, 2.7117, 29.4968
Si, 8.1778, 2.7653, 29.486
Si, -0.0154, 5.4926, 29.5051
Si, 5.4937, 5.452, 29.4818
Si, 2.7442, 8.2022, 29.4672
Si, 8.2345, 8.1737, 29.4991
Si, 1.3673, 1.3673, 30.8594
Si, 6.8362, 1.3673, 30.8594
Si, 4.1018, 4.1018, 30.8594
Si, 9.5708, 4.1018, 30.8594
Si, 1.3673, 6.8362, 30.8594
Si, 6.8362, 6.8362, 30.8594
Si, 4.1018, 9.5708, 30.8594
Si, 9.5708, 9.5708, 30.8594
Si, 2.7345, 0, 0.6835
Si, 8.2035, 0, 0.6835
Si, 0, 2.7345, 0.6835
Si, 5.469, 2.7345, 0.6835
Si, 2.7345, 5.469, 0.6835
Si, 8.2035, 5.469, 0.6835
Si, 0, 8.2035, 0.6835
Si, 5.469, 8.2035, 0.6835
Si, 4.1011, 1.366, 2.0441
Si, 9.5308, 1.3928, 2.0474
Si, 1.3232, 4.1402, 2.0543
Si, 6.836, 4.0988, 2.0475
Si, 4.0731, 6.8708, 2.0456
Si, 9.5892, 6.8195, 2.0561
Si, 1.3525, 9.5727, 2.0473
Si, 6.8261, 9.5766, 2.0636
Si, -0.0514, 0.0002, 3.3647
Si, 5.4479, 0.0067, 3.4585
Si, 2.6889, 2.7385, 3.3418
Si, 8.1816, 2.7501, 3.4722
Si, -0.0281, 5.4812, 3.5229
Si, 5.4483, 5.4861, 3.3537
Si, 2.6895, 8.2093, 3.46
Si, 8.222, 8.1939, 3.3875
Si, 1.2823, 1.3946, 4.6776
Si, 6.7976, 1.39, 4.846
Si, 4.0286, 4.1472, 4.6559
Si, 9.5193, 4.1028, 4.9166
Si, 1.3305, 6.8834, 4.9181
Si, 6.8541, 6.8181, 4.7176
Si, 4.0204, 9.6142, 4.8232
Si, 9.5588, 9.5647, 4.7752
Si, 2.5878, 0.0608, 6.1132
Si, 8.2161, 0.0238, 6.1721
Si, -0.0247, 2.6804, 6.1955
Si, 5.3554, 2.8044, 6.0627
Si, 2.7229, 5.4464, 6.1754
Si, 8.1346, 5.5004, 6.2533
Si, -0.0526, 8.2719, 6.2856
Si, 5.4232, 8.1712, 6.0397
Si, 3.468, 1.9545, 7.1825
Si, 10.038, 0.849, 7.4499
Si, 1.7625, 3.6526, 7.3834
Si, 6.2241, 4.5396, 7.3853
Si, 4.6431, 6.318, 7.2429
As, 9.2821, 7.1013, 7.7228
Si, 0.8815, 10.1377, 7.5354
As, 7.3606, 8.9498, 7.2374
O, 4.6646, 6.6627, 8.8551
O, 1.4572, 3.839, 9.004
O, 10.4083, 6.0029, 8.8044
O, 1.3144, 10.1102, 9.1595
O, 6.0364, 4.1956, 9.0099
O, 3.6823, 1.689, 8.7877
O, 7.0768, 8.9306, 9.0589
O, 9.6708, 1.1026, 9.0394
O, 8.2628, 2.4809, 22.717
O, 10.9978, 5.5016, 22.632
O, 5.6231, 0.0742, 22.6368
O, 5.317, 5.3689, 22.6247
O, 2.2006, 2.7621, 22.4704
O, 3.3367, 7.8085, 22.5068
O, 8.3995, 8.7044, 22.407
O, -0.1116, 11.1683, 22.7654
Si, 2.2292, 2.7858, 12.8794
Si, 8.7057, 1.3173, 10.3284
Si, 1.105, 4.3879, 15.3011
Si, 7.6642, 5.5562, 12.1081
Si, 2.4369, 8.1174, 21.1921
Si, 5.5269, 7.8122, 12.3959
Si, 9.3506, 0.3635, 15.4756
Si, 2.9748, -0.1278, 16.6589
Si, 10.5127, 1.0213, 12.5584
Si, 7.7783, 2.7705, 21.2043
Si, 9.2028, 8.6873, 14.4481
Si, 1.6498, 4.6092, 10.4313
Si, 4.5228, 9.3919, 19.1344
Si, 11.0873, 6.0447, 21.1005
Si, 6.6991, 10.3509, 14.8609
Si, 5.4052, 0.675, 21.1493
Si, 2.3675, 9.7777, 10.3804
Si, 0.4591, 10.5932, 21.3769
Si, 5.8686, 5.2155, 21.1123
Si, 3.7108, 7.0369, 10.099
Si, 9.0879, 5.6046, 14.8243
Si, 3.6743, 4.0464, 19.0638
Si, 10.0657, 3.5985, 19.2962
Si, 4.3448, 8.5996, 15.3288
Si, 0.5156, 1.8403, 17.1571
Si, 6.847, 7.4736, 19.2321
Si, 5.3176, 3.5527, 16.744
Si, 7.835, 4.9517, 17.5051
Si, 6.6482, 9.9455, 10.2572
Si, 4.3975, 1.058, 10.0748
Si, 0.0092, 8.9637, 11.8709
Si, 9.1265, 8.593, 20.9338
Si, 4.6399, 1.5642, 14.6165
Si, 2.4719, 2.0502, 21.0268
Si, 6.3546, 3.3419, 10.364
Si, 3.4728, 5.8357, 16.6638
Si, 10.1808, 6.2604, 10.3987
O, 0.1562, 2.5457, 18.585
O, 3.0141, 9.5719, 15.5498
O, 10.8766, 4.7486, 20.1336
O, 7.6497, 2.4715, 9.9289
O, 11.1894, 5.1613, 11.1077
O, 6.7958, 6.824, 12.672
O, 10.488, 7.8519, 10.7657
O, 7.7359, 9.3638, 13.9964
O, 8.6364, 5.9773, 10.869
O, 5.3795, 10.3963, 20.0821
O, 2.3912, 3.5342, 11.4297
O, 8.0121, 8.5056, 19.741
O, 6.2668, 6.6834, 20.5417
O, 5.5915, 2.6333, 15.4245
O, 1.3217, 0.8975, 20.6991
O, 6.0432, 9.1234, 11.546
O, 4.6823, 4.908, 16.0899
O, 6.6463, 3.8475, 17.6478
O, 10.4708, 10.5235, 11.7665
O, 5.6607, 0.4017, 14.0177
O, 8.0449, 5.0181, 15.9053
O, 9.8273, 9.7273, 15.5539
O, -0.3655, 5.029, 15.1132
O, 1.5893, 6.7716, 20.7948
O, 1.5584, 0.5537, 17.1702
O, 6.6214, 1.699, 20.7743
O, 1.0901, 1.6026, 12.7563
O, 3.2411, 5.4316, 18.2574
O, 9.5881, 1.9298, 11.5674
O, 1.0949, 3.0306, 16.2067
O, 8.6174, 5.1052, 13.3515
O, 10.3218, 8.4511, 13.2812
O, 1.4799, 9.3554, 21.6329
O, 10.097, 9.9023, 20.6128
O, 3.2349, 0.1684, 10.8467
O, 5.1423, 2.3186, 10.8342
O, 1.7269, 3.9667, 13.8693
O, 7.9036, 10.8832, 10.7417
O, 9.1963, 4.4066, 18.1866
O, 5.7211, 9.4058, 15.793
O, 5.5297, -0.0041, 9.6065
O, 3.6559, 2.1577, 13.437
O, 2.0466, 5.5576, 15.9309
O, 9.7851, 0.9519, 14.0131
O, 4.4866, 6.9361, 11.5106
O, 4.7467, 4.4926, 20.197
O, 10.0259, 1.2636, 16.6242
O, 6.6775, 4.3456, 11.6149
O, 5.6266, 8.3283, 18.5611
O, 9.0864, 2.6875, 20.2363
O, 3.7059, 1.0587, 15.8436
O, 4.2678, 3.0245, 17.9079
O, 9.9413, 7.179, 20.884
O, 3.3079, 8.5875, 9.7973
O, 3.9841, 7.3421, 16.3092
O, 7.7208, 0.384, 15.7044
O, 8.9999, 7.2148, 15.0676
O, 3.9549, 1.3951, 21.0958
O, 1.6346, 9.1383, 11.7105
O, 2.5002, 5.9723, 10.1619
O, 7.4146, 6.3996, 18.1383
O, 7.2124, 4.2956, 21.1052
O, 4.6906, 8.1983, 13.7657
O, 3.3798, 8.5545, 19.948
O, 2.5104, 3.2059, 19.8553
O, 3.7696, 10.2628, 17.9784

Results
free energy: -139623.921 eV
free energy less fixed offsets of As -4856.12, O -568.88, Si -635.61 eV per atom: 1.389 eV

Forces (eV/angstrom), in the order of the atoms: element, x, y, z
Si, 0.0008, -0.0001, -0.0023
Si, 0.0003, -0.0003, -0.0008
Si, 0.0005, -0.0002, 0.0003
Si, -0.0003, 0, -0.0005
Si, 0.0005, 0.0008, -0.0004
Si, -0.0005, -0.0001, -0.0001
Si, 0.0003, 0.0002, -0.0005
Si, 0.0015, -0.001, -0.0007
Si, 0.0007, 0.0004, 0.001
Si, 0.0016, -0.0003, 0.0003
Si, 0.0007, -0.0003, 0.0004
Si, 0.0014, -0.001, 0.0003
Si, 0.0008, -0.0013, 0.0001
Si, 0.0001, 0.0004, 0.0007
Si, 0.0006, -0.0005, 0.0005
Si, -0.0003, 0.0003, 0.0012
Si, 0.0006, -0.0008, -0.0004
Si, 0.0002, -0.0004, -0.0019
Si, -0.0001, -0.0012, -0.0015
Si, -0.0002, -0.0007, -0.0003
Si, -0.0004, -0.0014, -0.0007
Si, 0.0003, -0.0003, -0.0004
Si, 0.0006, -0.0005, -0.0009
Si, 0.0007, -0.0001, -0.0001
Si, 0.0003, 0.0001, 0.0012
Si, 0.0002, -0.0012, -0.0012
Si, 0.0004, -0.0014, -0.0016
Si, 0.0005, -0.0013, 0.0032
Si, -0.0002, -0.0009, 0.0013
Si, 0.0001, -0.0003, 0.0011
Si, -0.0001, -0.0006, 0.003
Si, 0.0012, -0.0008, -0.0017
Si, 0.0002, -0.0006, -0.0006
Si, 0.0014, -0.0014, -0.0003
Si, 0.0002, -0.0002, -0.001
Si, -0.0005, 0.0002, -0.0004
Si, 0.0006, -0.0011, -0.0004
Si, 0, -0.0003, -0.0004
Si, 0.0017, -0.0011, -0.0008
Si, 0.0013, -0.0013, -0.0014
Si, 0.1842, -0.1167, 0.0836
Si, -0.1175, 0.1116, -0.0708
Si, 0.1734, -0.1168, -0.0177
Si, -0.1536, 0.0937, -0.0359
Si, 0.0334, 0.1927, -0.0899
Si, 0.1608, -0.1791, 0.033
Si, -0.1217, 0.0311, -0.0572
Si, 0.1607, -0.1531, 0.0298
Si, -0.0011, -0.1059, 0.0585
Si, -0.1797, 0.1107, -0.0332
Si, -0.1968, 0.1194, -0.0058
Si, 0.0646, -0.0463, 0.0236
Si, -0.1539, 0.1306, -0.0029
Si, 0.0718, -0.0529, 0.0917
Si, 0.0697, -0.0799, 0.0221
Si, -0.0858, 0.1624, -0.0339
Si, -0.0013, 0.0021, -0.0003
Si, 0.0009, 0.0025, 0.0014
Si, 0.0004, 0.0006, 0
Si, 0.0023, -0.0018, 0.0007
Si, -0.0012, 0.0024, 0.0011
Si, -0.0005, -0.0009, -0.0011
Si, 0.0005, -0.0005, -0.0001
Si, -0.0009, 0.0011, 0.0001
Si, 0.0021, -0.007, 0.0016
Si, 0.0007, -0.0009, -0.0032
Si, 0.0022, -0.0004, 0.0008
Si, -0.0015, 0.0004, -0.0042
Si, 0.0003, -0.0006, -0.0035
Si, 0.0071, -0.0011, 0.0019
Si, 0.0003, -0.0006, -0.0025
Si, 0.0024, -0.0001, -0.0038
Si, -0.0009, -0.0007, -0.0008
Si, 0.0037, 0.0081, 0.002
Si, 0, -0.002, 0.0034
Si, 0.0009, -0.0049, -0.0022
Si, 0.0049, 0.0036, -0.0026
Si, -0.0044, 0.005, 0.0061
Si, -0.0101, 0.0008, -0.0008
Si, -0.0083, 0.0047, 0.0146
Si, 0.003, -0.0007, -0.0063
Si, 0.0049, -0.0052, -0.0015
Si, 0.006, 0.0006, -0.0044
Si, -0.0008, 0.0009, -0.0037
Si, -0.0013, -0.0086, -0.0021
Si, 0.0018, 0.0006, 0.0039
Si, 0.0032, -0.0009, -0.0119
Si, 0.0075, -0.0042, 0.004
Si, -0.0046, 0.0064, 0.0183
Si, -0.0072, 0.0029, 0.0138
Si, 0.0071, -0.0101, -0.0165
Si, -0.0013, -0.0054, -0.0023
Si, -0.0007, 0.0014, 0.0113
As, -0.0418, 0.0243, -0.0482
Si, 0.0071, 0.0007, 0.0034
As, -0.0065, 0.014, -0.0184
O, 0.0011, -0.0048, -0.0052
O, -0.0083, 0.0127, 0.021
O, 0.0368, -0.0321, 0.009
O, 0.0012, -0.0003, -0.0036
O, -0.0002, 0.0005, -0.0008
O, 0.0052, -0.008, -0.0236
O, 0.0038, 0.0003, 0.0132
O, 0.0063, -0.0023, -0.0052
O, 0.0024, -0.0016, 0.0001
O, 0.0007, -0.0015, -0.0013
O, 0.0014, -0.0015, -0.0021
O, 0.0006, 0.0002, -0.0002
O, -0.0001, 0.0004, -0.0003
O, 0.0003, -0.0009, -0.001
O, -0.0007, -0.0008, 0.0002
O, 0.0001, -0.0007, -0.0005
Si, 0.0021, -0.0002, 0.0079
Si, 0.0054, -0.0008, -0.0016
Si, -0.0013, 0.001, 0.0018
Si, -0.0079, -0.0088, 0.0168
Si, 0.0012, 0.0004, 0.003
Si, -0.0001, -0.0057, 0.013
Si, 0.0004, -0.0004, 0.0024
Si, -0.0023, -0.002, 0.0038
Si, 0.0034, -0.0011, -0.0006
Si, 0.0004, 0.0003, 0.0041
Si, 0.0039, -0.0013, 0.0022
Si, 0.0012, 0.0021, 0.0036
Si, -0.0001, -0.0007, 0.0024
Si, -0.0001, -0.0016, 0.0037
Si, -0.0019, -0.0003, 0.0024
Si, 0.0014, -0.0015, 0.0047
Si, -0.0023, -0.0028, 0.0004
Si, 0.0008, -0.0015, 0.005
Si, 0.0013, -0.001, 0.004
Si, 0.0024, 0.0025, -0.0023
Si, -0.001, -0.0031, 0.0013
Si, 0.0004, -0.0007, 0.003
Si, 0.0003, -0.0001, 0.0024
Si, -0.002, -0.0023, 0.0027
Si, 0.0023, -0.001, 0.0028
Si, 0.0014, -0.0013, 0.0023
Si, 0.0022, -0.0011, 0.0012
Si, 0.0007, -0.0011, 0.0005
Si, 0.0027, -0.0048, -0.0014
Si, -0.0116, 0.0085, -0.0015
Si, 0.0024, 0.0056, 0.0084
Si, 0.0001, -0.001, 0.0028
Si, 0.0034, 0, 0.0024
Si, 0.0015, -0.0002, 0.003
Si, -0.0024, 0.003, 0.0026
Si, -0.0005, 0, 0.0019
Si, 0.0094, 0.0035, 0.0463
O, -0.0002, -0.0003, -0.0004
O, 0.0006, -0.0032, -0.0032
O, 0.0011, -0.0007, -0.0015
O, -0.0041, 0.0022, -0.0055
O, 0.0186, -0.0175, -0.0054
O, -0.0102, 0.0101, 0.0066
O, -0.0063, 0.0054, -0.0016
O, -0.0004, -0.0011, -0.002
O, 0.0066, 0.0112, -0.0203
O, 0.0006, 0.0005, -0.0014
O, -0.0023, 0.0012, -0.0026
O, 0.0012, -0.0009, -0.0007
O, 0.0011, 0.0004, -0.0013
O, 0.0005, 0.0001, -0.0007
O, 0.0004, -0.0008, -0.001
O, 0.0046, 0.0124, -0.0026
O, 0.0007, -0.0012, -0.0012
O, 0.0012, -0.0005, -0.0006
O, 0.001, 0.0023, 0.0017
O, 0.0003, -0.0013, -0.0002
O, 0.0012, 0.0003, -0.0002
O, -0.001, 0, -0.0026
O, 0.002, 0.0004, -0.0008
O, 0.0013, -0.0002, -0.0016
O, -0.0001, -0.0002, -0.0006
O, 0.0005, -0.0014, -0.0033
O, -0.0028, 0.0004, -0.0003
O, 0.0002, -0.0011, -0.0011
O, 0.003, -0.0002, 0.0044
O, -0.0008, -0.0036, 0
O, 0.0068, -0.0029, 0.008
O, -0.0007, -0.0012, 0.0008
O, -0.0002, 0.0006, -0.0023
O, 0.002, -0.0001, -0.0008
O, 0.0028, 0.0008, -0.0026
O, 0.0011, 0.0035, 0.0001
O, 0.0034, -0.0028, -0.0059
O, -0.0039, -0.0092, 0.0018
O, 0.0006, -0.0012, -0.0005
O, 0.0042, 0.0036, -0.0004
O, 0.0082, -0.0082, 0.0085
O, -0.0009, 0.0005, -0.0039
O, 0.0014, 0.0005, 0.0001
O, 0.0002, -0.0016, -0.0006
O, -0.0053, -0.006, -0.0031
O, -0.0002, -0.0021, -0.0019
O, -0.0008, -0.0019, -0.0016
O, -0.0097, -0.0138, -0.0036
O, -0.0001, 0.0001, -0.002
O, 0.0001, -0.0014, -0.0013
O, 0, 0.001, -0.0029
O, -0.0004, -0.0009, -0.0001
O, 0, -0.0003, -0.0016
O, -0.0004, -0.0017, -0.0014
O, 0.0016, 0, 0.0017
O, 0.0006, -0.0021, -0.0019
O, 0.0014, 0.0009, -0.0015
O, -0.003, -0.0004, -0.0022
O, 0.0063, -0.0032, -0.0029
O, -0.0066, -0.0036, -0.0022
O, 0, -0.0007, -0.0002
O, 0.0017, 0.0006, -0.001
O, 0.0012, -0.0013, -0.0032
O, -0.0004, -0.0015, 0
O, 0.0002, -0.0014, -0.0005
O, 0.0027, -0.0014, 0.0015

The program warned: the cutoff lies below the one the program advises for these potential files; the forces do not sum to zero within the program's tolerance; the exchange-correlation potential is rough where the density is thin.
